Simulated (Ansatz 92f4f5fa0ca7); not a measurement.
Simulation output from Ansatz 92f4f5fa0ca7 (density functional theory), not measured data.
Periodic cell of 226 atoms, Si133O92P1, from a study of silicon, its oxide and their interface. The atomic structure is a simulated model.
Doubt: the cutoff is far below the 930 eV that the study's wrapper takes by default for these files, so forces and energies are approximate.
This geometry differs little from another in the collection (a relaxation step or a small displacement).

Settings
functional: PBE
potential files: Ansatz PAW
basis: plane waves
wave-function cutoff: 580 eV
density cutoff ratio: 5
exchange-correlation grid ratio: 1
k mesh: 1 x 1 x 1, Gamma-centred
self-consistency stop: 5e-08 eV per atom in the density residual
occupations: fixed
spin: none
net charge: +1 e, with a uniform compensating background and no finite-size correction

Cell vectors (angstrom)
a, 10.938, 0, 0
b, 0, 10.938, 0
c, 0, 0, 31.9494

Atoms: element, x, y, z (angstrom)
Si, 10.6249, -0.0004, 24.4114
Si, 5.0782, 0.1197, 24.6652
Si, 2.8168, 2.2938, 24.5324
Si, 8.5697, 2.4382, 24.5562
Si, 10.7093, 5.5861, 24.3308
Si, 5.156, 5.6127, 24.443
Si, 2.9878, 7.9563, 24.3995
Si, 8.4142, 7.8306, 24.4145
Si, 1.2861, 1.1293, 25.841
Si, 6.8192, 1.3281, 25.7376
Si, 3.9823, 4.0141, 25.7306
Si, 9.6874, 4.0212, 25.8501
Si, 1.3376, 6.7971, 25.6648
Si, 6.8019, 6.7182, 25.7487
Si, 4.0005, 9.4616, 25.9591
Si, 9.4815, 9.4412, 25.7979
Si, 2.6328, -0.1358, 27.2862
Si, 8.144, -0.067, 27.1458
Si, 0.0717, 2.6518, 27.215
Si, 5.4515, 2.7218, 27.1034
Si, 2.6646, 5.4218, 27.1091
Si, 8.1909, 5.367, 27.1311
Si, 0.0107, 8.1527, 27.1261
Si, 5.5109, 8.1332, 27.1849
Si, 4.0866, 1.3265, 28.4849
Si, 9.5433, 1.3142, 28.521
Si, 1.383, 4.0707, 28.5597
Si, 6.8064, 4.0576, 28.5188
Si, 4.0792, 6.7751, 28.5032
Si, 9.5585, 6.7796, 28.4769
Si, 1.2905, 9.4786, 28.6249
Si, 6.8275, 9.5315, 28.558
Si, -0.0341, -0.0281, 29.9421
Si, 5.4506, -0.0148, 29.8837
Si, 2.7711, 2.7149, 29.8857
Si, 8.1767, 2.7088, 29.8845
Si, -0.0194, 5.4421, 29.8887
Si, 5.4637, 5.4382, 29.8962
Si, 2.73, 8.1524, 29.9196
Si, 8.2261, 8.1714, 29.8784
Si, 1.3736, 1.3942, 31.256
Si, 6.8165, 1.3472, 31.2644
Si, 4.0962, 4.0796, 31.2803
Si, 9.5437, 4.0871, 31.2526
Si, 1.3506, 6.8113, 31.2737
Si, 6.8317, 6.841, 31.244
Si, 4.1045, 9.5665, 31.2679
Si, 9.5519, 9.5401, 31.2909
Si, 2.7403, 0.0241, 0.6849
Si, 8.2063, 0.0137, 0.6738
Si, 0.001, 2.7537, 0.6786
Si, 5.4776, 2.7421, 0.7103
Si, 2.7385, 5.4696, 0.6784
Si, 8.1991, 5.4869, 0.6668
Si, 0.0197, 8.2155, 0.7073
Si, 5.4817, 8.2188, 0.6868
P, 4.1003, 1.3906, 2.0728
Si, 9.6005, 1.3612, 2.0366
Si, 1.3621, 4.1389, 2.0433
Si, 6.837, 4.1522, 2.0686
Si, 4.0947, 6.8558, 2.036
Si, 9.5765, 6.8455, 2.0704
Si, 1.3768, 9.6252, 2.0833
Si, 6.8292, 9.6353, 2.0377
Si, 0.0196, 0.0436, 3.4784
Si, 5.4775, 0.0547, 3.4574
Si, 2.724, 2.7737, 3.4072
Si, 8.2679, 2.7898, 3.3432
Si, 0.0345, 5.5161, 3.4822
Si, 5.4744, 5.544, 3.4308
Si, 2.7416, 8.2381, 3.3994
Si, 8.2367, 8.2994, 3.3932
Si, 1.3836, 1.443, 4.846
Si, 6.9063, 1.506, 4.7285
Si, 4.0834, 4.1571, 4.7589
Si, 9.6043, 4.0871, 4.7873
Si, 1.3651, 6.9812, 4.8451
Si, 6.841, 7, 4.7356
Si, 4.0788, 9.5844, 4.7904
Si, 9.6199, 9.5818, 4.848
Si, 2.7585, 0.0386, 6.1502
Si, 8.2828, 0.1255, 6.0835
Si, 0.0284, 2.8078, 6.3021
Si, 5.5177, 2.8472, 6.088
Si, 2.7496, 5.5914, 6.1299
Si, 8.2583, 5.6089, 5.9562
Si, 0.0472, 8.3105, 6.3784
Si, 5.5027, 8.3196, 6.219
Si, 4.4218, 1.1897, 7.3363
Si, 9.8071, 1.1617, 7.6125
Si, 1.1815, 4.5099, 7.5108
Si, 6.6495, 4.5613, 7.2525
Si, 4.3175, 6.7177, 7.5315
Si, 9.7269, 6.6199, 7.5068
Si, 1.2744, 9.944, 7.7078
Si, 6.72, 9.9771, 7.4197
O, 9.5865, 1.2411, 23.9826
O, 4.1058, 6.8055, 23.9483
O, 4.0102, 1.2375, 24.0478
O, 9.5343, 6.6984, 23.9054
O, -0.0276, 5.5484, 8.0057
O, 5.5709, 0.1378, 7.9154
O, 0.0621, 0.0954, 8.1287
O, 5.5366, 5.6353, 7.8628
O, 7.6128, 3.9806, 8.4303
O, 8.7218, 7.0553, 8.7549
O, 2.18, 9.469, 9.0337
O, 8.8904, 1.6964, 8.8999
O, 7.634, 9.4806, 8.695
O, 3.5884, 1.8333, 8.5856
O, 3.5683, 7.2364, 8.9218
O, 2.0725, 4.0255, 8.8129
O, 8.1367, 3.4986, 23.3673
O, 0.4527, 4.9305, 22.9567
O, 1.895, 2.7415, 23.2515
O, 5.8292, 4.9059, 23.1178
O, 5.5243, 9.9795, 23.513
O, 2.447, 8.6987, 23.0254
O, 0.1924, 10.0628, 23.0899
O, 7.7825, 8.5715, 23.078
Si, 8.66, 7.6984, 18.4417
Si, 8.79, 6.3599, 13.6332
Si, 3.7961, 1.5407, 14.7418
Si, 2.1399, 5.7497, 17.6295
Si, 2.4202, 3.1432, 19.4896
Si, 9.8189, 9.0341, 12.0836
Si, 1.3331, 9.4217, 22.0698
Si, 9.1748, 0.9649, 13.198
Si, 1.4262, 5.0564, 13.0333
Si, 1.7967, 8.2563, 12.8218
Si, 6.6458, 9.5495, 22.4227
Si, 4.5295, 4.6026, 15.7124
Si, 8.2162, 3.0345, 9.5895
Si, 0.8426, 8.2455, 19.2601
Si, 6.9506, 1.3464, 21.0903
Si, 8.2322, 8.3226, 9.682
Si, 10.8913, 5.2059, 15.6118
Si, 7.5708, 9.5004, 16.3187
Si, 9.9318, 2.0558, 20.2953
Si, 3.2161, 8.5177, 9.9203
Si, 6.6978, 3.3446, 17.4071
Si, 1.1677, 0.2111, 19.8002
Si, 3.2374, 2.8183, 12.3075
Si, 7.22, 5.3917, 19.6798
Si, 5.748, 8.6742, 11.5514
Si, 5.788, 6.0756, 13.2056
Si, 4.6351, 9.7032, 17.6239
Si, 1.0221, 3.5952, 22.1687
Si, 4.8991, 1.4813, 18.7987
Si, 3.1985, 3.0925, 9.5289
Si, 6.4528, 10.8234, 13.7953
Si, 10.3519, 0.1171, 15.9718
Si, 5.665, 3.6628, 11.1587
Si, 9.8493, 3.9, 11.9121
Si, 2.3449, 9.924, 15.5487
Si, 6.0756, 8.1171, 19.7977
Si, 6.9348, 3.9704, 22.3678
Si, 9.7552, 2.7763, 17.3637
O, 7.1994, 6.3818, 13.9729
O, 1.8847, 7.0596, 18.6797
O, 10.2892, 4.039, 16.5289
O, 6.167, 9.9585, 17.0534
O, 10.1501, 0.7012, 14.4661
O, 8.4478, 6.1154, 18.8566
O, 5.1733, 0.6899, 14.4348
O, 5.7186, 2.0526, 17.5195
O, 8.3495, 1.9397, 20.5628
O, 1.9938, 4.3011, 18.407
O, 6.967, 2.81, 10.632
O, 4.8727, 2.7079, 12.2125
O, 6.0323, 4.3936, 16.3479
O, 4.573, 3.9215, 9.9283
O, 10.6887, 2.7737, 21.5571
O, 9.7281, 6.1627, 14.9658
O, 6.008, 6.4813, 19.8399
O, 4.0828, 0.1679, 18.2821
O, 9.259, 10.5551, 12.2684
O, 2.8594, 4.3622, 12.7089
O, 1.9117, 10.7076, 21.2127
O, 3.9969, 2.7196, 19.3845
O, 0.7312, 10.0408, 15.9617
O, 1.279, 9.8036, 18.8382
O, 1.7114, 1.6666, 19.2732
O, 8.9414, 10.3922, 16.4975
O, 4.874, 8.5795, 18.7917
O, 9.5824, 8.7555, 10.4844
O, 6.7523, 4.08, 18.8579
O, 2.8451, 1.7191, 13.4102
O, 5.8241, 8.7646, 21.2665
O, 2.5445, 2.455, 10.8785
O, 7.6175, 4.849, 21.1724
O, 5.2112, 7.48, 12.5529
O, 0.4368, 9.0706, 12.4975
O, 7.5826, 1.0601, 13.5728
O, 7.1114, 9.636, 14.7446
O, 8.9795, 5.0322, 12.6942
O, 8.0946, 8.0383, 16.9137
O, 6.2147, 2.5691, 21.9076
O, 2.4627, 9.0705, 14.1089
O, 0.4317, 4.4905, 11.8661
O, 0.8175, 8.3153, 20.9363
O, 9.401, 3.833, 10.3483
O, 9.6579, 2.3851, 12.5278
O, 7.6208, 8.56, 19.3971
O, 2.5511, 8.1707, 11.3646
O, 3.979, 3.0616, 15.3763
O, 0.8366, 4.4892, 14.4415
O, 10.0482, 2.9958, 18.9578
O, 9.1464, 7.8043, 12.9394
O, 10.5148, 0.5355, 20.0797
O, 6.033, 5.0479, 11.933
O, 8.1557, 2.7413, 17.0103
O, 3.5373, 5.4814, 16.7302
O, 4.6716, 9.1287, 10.3782
O, 1.537, 6.6774, 13.1813
O, 4.7631, 5.4919, 14.3451
O, 2.0543, 3.8501, 20.9264
O, 10.5539, 1.412, 16.9473
O, 0.9502, 6.0733, 16.5558
O, 7.329, 10.9495, 21.9445
O, 5.934, 0.9096, 19.9161
O, 6.065, 10.0336, 12.4058
O, 2.8482, 0.5466, 15.6072
O, 7.0521, 8.0238, 10.7728
O, 10.2452, 8.0177, 18.6918
O, 3.4468, 9.1957, 16.5776

Results
free energy: -137633.780 eV
free energy less fixed offsets of O -568.88, P -755.39, Si -635.61 eV per atom: -5.300 eV

Forces (eV/angstrom), in the order of the atoms: element, x, y, z
Si, 0.0021, 0.0093, -0.0051
Si, -0.0021, 0.0023, 0.0073
Si, 0.0026, -0.0069, -0.0043
Si, 0.006, 0.0013, 0.0087
Si, -0.012, -0.0041, 0.0034
Si, 0.0059, 0.0131, 0.0007
Si, 0.0056, -0.0012, 0.0108
Si, 0.004, -0.013, -0.0115
Si, -0.0005, -0.0013, 0.0156
Si, -0.0001, -0.002, 0.003
Si, -0.0006, -0.0021, 0.0064
Si, 0.0047, -0.002, 0.0117
Si, 0.0099, -0.001, 0.0019
Si, -0.0038, -0.0014, 0.0166
Si, 0.0073, -0.0066, 0.0087
Si, 0.0042, 0.0016, 0.0098
Si, -0.0007, 0.0033, -0.0055
Si, -0.0094, -0.0013, 0.0049
Si, -0.0022, 0.0039, -0.0055
Si, 0.0056, 0.0011, -0.0022
Si, -0.0061, 0.0026, 0.0035
Si, 0.0036, 0.0022, -0.0112
Si, -0.0081, -0.0041, -0.0015
Si, -0.0053, 0.0003, -0.0066
Si, -0.0047, -0.0007, 0.0048
Si, 0.0026, 0.0025, -0.0001
Si, 0.0028, -0.002, 0.0009
Si, -0.0048, 0.0005, 0.0022
Si, 0.0006, 0.0006, -0.0026
Si, -0.0006, 0.0009, -0.0013
Si, 0, 0.002, 0.0124
Si, 0.0032, 0.0009, 0.0005
Si, -0.0067, -0.0024, 0.0011
Si, 0.0033, 0.0002, 0.0011
Si, 0.0031, 0.0038, 0.001
Si, -0.0009, -0.0066, 0.002
Si, 0.0044, -0.002, -0.001
Si, -0.0043, -0.0031, 0.0008
Si, -0.0012, -0.0066, 0.0008
Si, -0.0004, 0.0053, 0.0004
Si, 0.0042, 0.001, -0.0011
Si, 0.0016, 0.0017, 0.0029
Si, 0.0001, -0.0003, 0.0002
Si, -0.0007, 0.0009, -0.0009
Si, 0.0028, 0.0017, 0.0006
Si, 0.0018, -0.0019, 0
Si, -0.0007, 0.0052, 0.0003
Si, 0.0024, 0.0018, 0.0005
Si, 0.0017, 0.0011, 0.0052
Si, -0.0054, -0.0001, 0.0001
Si, -0.0009, -0.0015, 0.0014
Si, -0.0014, -0.0038, 0.0019
Si, -0.0005, -0.0018, 0
Si, -0.0042, -0.0012, 0.0068
Si, -0.0016, -0.0003, 0.0042
Si, 0.0008, 0.0005, 0.0008
P, 0.0014, -0.0012, -0.004
Si, -0.0047, 0.0032, -0.001
Si, 0.0064, 0.0004, 0.0031
Si, 0.0028, 0.0029, -0.0058
Si, -0.0017, -0.0038, 0.0005
Si, -0.0001, 0.0013, 0.0026
Si, -0.0005, -0.0002, -0.0036
Si, 0.0056, 0.0041, 0.0013
Si, 0.0059, -0.0049, 0.0048
Si, -0.0018, -0.0025, -0.006
Si, 0, -0.0009, 0.0033
Si, -0.0085, -0.0059, -0.0018
Si, -0.007, -0.0009, 0.0047
Si, -0.0006, -0.0039, -0.002
Si, -0.0056, 0.0059, 0.0031
Si, -0.0037, -0.0034, -0.0089
Si, -0.0018, 0.0055, 0
Si, 0.0113, -0.0038, -0.0154
Si, -0.0112, 0.0024, 0.0013
Si, 0.0169, 0.0039, 0.0023
Si, 0.004, -0.0059, -0.003
Si, -0.0031, 0.0172, -0.0005
Si, 0.0072, -0.0028, -0.0084
Si, -0.0062, 0.0118, -0.0024
Si, -0.0136, 0.0025, -0.0136
Si, 0.0021, -0.0015, -0.0062
Si, -0.0031, -0.0001, -0.0127
Si, -0.0003, 0.0181, -0.0081
Si, 0.0069, -0.0032, -0.0151
Si, 0.0015, -0.0072, -0.012
Si, 0.0016, -0.0034, -0.0143
Si, 0.0047, -0.0038, -0.0086
Si, -0.0016, 0.0003, 0.0281
Si, -0.0006, 0.0021, 0.0009
Si, -0.0069, -0.0013, -0.0086
Si, -0.0106, -0.0006, 0.0096
Si, 0.0041, -0.0023, -0.0059
Si, 0.0046, -0.0051, 0.0067
Si, 0.0027, 0.0117, 0.0257
Si, 0.0006, -0.0011, -0.0064
O, -0.0046, -0.0092, -0.002
O, -0.008, -0.004, -0.0023
O, -0.0004, 0.0013, 0.0007
O, 0.0014, 0.0033, 0.0039
O, 0.0011, 0.0103, 0.0039
O, 0.0022, -0.0049, -0.0077
O, 0.0075, -0.0092, -0.0073
O, 0.0047, 0.0026, 0.0031
O, 0.006, -0.0093, 0.0152
O, -0.0069, 0.0095, 0.0091
O, 0.0021, -0.0049, -0.0024
O, -0.0078, 0.006, 0.0068
O, 0.0092, -0.0121, 0.0185
O, -0.004, 0.0031, 0.0023
O, -0.0091, 0.013, 0.0174
O, 0.0087, -0.0062, 0.0103
O, -0.0113, 0.0093, -0.0155
O, 0.0066, -0.0068, -0.0063
O, -0.0108, 0.0105, -0.0146
O, 0.0074, -0.0087, -0.0062
O, 0.0103, -0.0084, -0.0154
O, -0.0098, 0.0084, -0.0141
O, 0.0071, -0.0057, -0.0083
O, -0.0067, 0.0077, -0.0012
Si, 0, -0.0002, -0.0089
Si, -0.0023, 0.0002, 0.0108
Si, -0.0012, 0.0009, 0.0043
Si, -0.0023, -0.002, -0.0058
Si, -0.0053, 0.0019, -0.0058
Si, -0.0013, -0.001, 0.0068
Si, 0.0009, 0.0001, 0.0192
Si, -0.0005, 0.0023, 0.0106
Si, 0.0034, -0.0008, 0.0134
Si, 0.0037, -0.0001, 0.0036
Si, 0.0002, -0.0006, 0.0136
Si, 0.0009, 0.0026, 0.0003
Si, -0.0052, -0.0073, -0.0207
Si, 0.0011, 0.0056, -0.0036
Si, 0.0033, 0.0005, -0.0026
Si, -0.0026, -0.0007, -0.0204
Si, 0.0006, 0.0006, -0.0002
Si, -0.0005, -0.002, -0.0009
Si, -0.0008, 0.0008, -0.005
Si, -0.0068, -0.0067, -0.0248
Si, -0.0005, 0.001, -0.0026
Si, 0.0014, -0.0029, -0.0086
Si, 0.0037, -0.0027, 0.0038
Si, 0.0015, -0.0052, -0.0044
Si, 0.0017, -0.0014, 0.0022
Si, 0.0015, -0.0004, 0.007
Si, -0.0014, -0.0014, -0.0037
Si, 0.0037, 0.0048, 0.0192
Si, 0.0032, -0.0007, -0.0074
Si, -0.0031, 0.0007, -0.0164
Si, -0.0003, -0.0009, 0.0061
Si, 0.002, 0.003, -0.0015
Si, 0.0027, -0.0062, 0.0008
Si, -0.0054, -0.003, 0.0033
Si, 0, -0.0023, 0
Si, -0.0009, 0.004, -0.0048
Si, -0.0003, 0.001, 0.0145
Si, 0.0016, 0.0008, 0.0003
O, 0.0018, 0.0002, -0.0056
O, 0.0019, -0.0045, 0.0054
O, -0.0004, -0.0005, 0.001
O, 0.0021, -0.0013, 0.0003
O, 0.003, -0.0029, 0.0003
O, 0.002, 0.0021, 0.0055
O, -0.0013, 0.0005, -0.0037
O, 0.0016, 0.0013, 0.0013
O, 0.0048, 0.0002, 0.0065
O, 0.0011, 0.0056, 0.0016
O, -0.0091, 0.0027, 0.0008
O, -0.0051, -0.0019, -0.0033
O, 0.0009, 0.0001, -0.0005
O, 0.0083, 0.0015, 0.0019
O, -0.0086, -0.0082, -0.0016
O, 0.0037, -0.0018, 0.0001
O, 0.0004, 0.0003, 0.0076
O, 0.0006, -0.0021, 0.0054
O, 0.0001, 0.0046, -0.0069
O, -0.0044, 0.0041, -0.0078
O, -0.0005, 0.0073, -0.0041
O, 0.0021, -0.0017, 0.0074
O, -0.0006, 0.0002, -0.001
O, 0.0002, -0.0019, 0.0038
O, 0.0016, 0.001, 0.0069
O, -0.001, -0.0013, 0.0013
O, -0.0028, 0.0019, 0.0023
O, 0.0086, 0.0043, 0.0072
O, -0.0009, -0.0043, 0.0021
O, 0.0004, -0.0031, -0.0015
O, -0.0039, -0.0104, -0.0093
O, -0.0006, -0.0026, 0.0111
O, 0.0027, 0.0091, -0.0093
O, -0.0001, -0.005, -0.004
O, 0.003, -0.0004, -0.0083
O, -0.0013, -0.0014, -0.0072
O, 0.0021, -0.0014, 0.0003
O, -0.0017, 0.0068, -0.0039
O, -0.0014, 0.0025, -0.0014
O, -0.0001, -0.0091, 0.0016
O, 0.0015, 0.005, 0.0016
O, 0.0042, 0.0023, -0.0066
O, -0.0028, -0.0073, -0.0089
O, 0.0112, 0.0064, 0.0088
O, -0.0001, -0.0052, -0.0062
O, 0.0037, -0.0015, 0.0073
O, -0.0109, -0.0007, 0.0151
O, 0.0006, 0.0012, -0.0017
O, -0.0033, -0.0007, -0.0002
O, -0.0004, 0.0031, -0.0027
O, -0.0013, -0.0054, -0.005
O, 0.0015, -0.001, 0.0075
O, 0, 0.0113, -0.0001
O, -0.0008, -0.0002, 0.0013
O, 0.0006, 0, 0.0016
O, 0.01, 0.0002, 0.002
O, -0.0014, -0.0021, -0.0086
O, -0.0023, -0.0035, -0.0004
O, 0.0084, -0.0031, -0.0083
O, 0.0001, -0.0009, 0.0015
O, 0.0002, 0, 0.0012
O, 0.0004, 0.0091, 0.0015
O, -0.0092, -0.0012, -0.0017
O, 0.0031, 0.0085, -0.0002
O, -0.0009, -0.0011, -0.0009
O, -0.0124, 0.0009, 0.003
O, -0.0037, -0.0022, 0.0061
O, 0.0008, -0.0003, 0.0001

The program warned: the cutoff lies below the one the program advises for these potential files; the forces do not sum to zero within the program's tolerance; the exchange-correlation potential is rough where the density is thin.
